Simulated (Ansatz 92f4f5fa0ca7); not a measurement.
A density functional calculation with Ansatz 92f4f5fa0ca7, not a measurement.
Periodic cell of 228 atoms, Si140O88, from a study of silicon, its oxide and their interface. The atomic structure is a simulated model.
This geometry differs little from another in the collection (a relaxation step or a small displacement).

Settings
functional: r2SCAN
potential files: Ansatz PAW
basis: plane waves
wave-function cutoff: 800 eV
density cutoff ratio: 5
exchange-correlation grid ratio: 1
k mesh: 1 x 1 x 1, shifted by 0.5 0.5 0 of a step
self-consistency stop: 1e-10 eV per atom in the density residual
occupations: fixed
spin: none
net charge: 0

Cell vectors (angstrom)
a 10.888 0 0
b 0 10.888 0
c 0 0 33.6505

Atoms: element, x, y, z (angstrom)
Si -0.2482 0.3037 0.0391
Si 3.0067 2.4754 0.0593
Si -0.2561 5.5842 -0.0465
Si 2.9146 7.845 -0.022
Si 5.0859 0.1154 0.0939
Si 8.3892 2.5252 0.1722
Si 5.1366 5.6243 0.2195
Si 8.5255 7.9109 0.1157
Si 1.3661 1.3821 1.3683
Si 4.0426 4.0327 1.5034
Si 1.3337 6.7229 1.3073
Si 3.9447 9.4736 1.4018
Si 6.7423 1.3085 1.3223
Si 9.5537 4.0817 1.4382
Si 6.8231 6.812 1.3521
Si 9.6472 9.4987 1.3895
Si 0.0523 2.7491 2.7704
Si 2.638 -0.0373 2.7647
Si 0.082 8.1411 2.7486
Si 2.6451 5.3987 2.7733
Si 5.4704 2.686 2.7723
Si 8.1595 -0.0426 2.681
Si 5.4462 8.1851 2.7076
Si 8.1402 5.4306 2.7489
Si 1.3437 4.079 4.1793
Si 4.061 1.3284 4.0805
Si 1.3584 9.5011 4.1604
Si 4.083 6.7903 4.0514
Si 6.8153 4.0625 4.1218
Si 9.5256 1.3477 4.0449
Si 6.802 9.5261 4.0845
Si 9.5273 6.8071 4.0719
Si -0.0252 -0.0027 5.4538
Si 2.7305 2.7015 5.4694
Si -0.0255 5.4563 5.4758
Si 2.7611 8.1533 5.4602
Si 5.4407 -0.0045 5.4437
Si 8.1944 2.71 5.4478
Si 5.4364 5.4402 5.4417
Si 8.164 8.1646 5.4399
Si 1.3527 1.353 6.8179
Si 4.0849 4.0817 6.8054
Si 1.3708 6.8096 6.7992
Si 4.1027 9.524 6.8219
Si 6.8051 1.3657 6.787
Si 9.5247 4.0824 6.8295
Si 6.8039 6.8048 6.8056
Si 9.5106 9.532 6.8081
Si 0.0083 2.7308 8.1818
Si 2.7307 0.001 8.1693
Si 0.0126 8.1766 8.1419
Si 2.7255 5.4496 8.1541
Si 5.4596 2.735 8.1469
Si 8.1558 0.0153 8.1533
Si 5.461 8.1756 8.1818
Si 8.1673 5.4523 8.1762
Si 1.3713 4.1104 9.5246
Si 4.1029 1.3836 9.5049
Si 1.3621 9.5234 9.5113
Si 4.082 6.8075 9.515
Si 6.8005 4.0898 9.5204
Si 9.5077 1.3737 9.5162
Si 6.8221 9.5537 9.53
Si 9.5511 6.8281 9.5108
Si -0.0222 -0.0097 10.8434
Si 2.752 2.7569 10.8568
Si 0.0176 5.4796 10.8895
Si 2.7212 8.1654 10.8758
Si 5.4693 0.0455 10.8798
Si 8.1596 2.744 10.8888
Si 5.454 5.4626 10.8717
Si 8.2061 8.2011 10.8694
Si 1.3458 1.3764 12.1226
Si 4.1029 4.1156 12.2472
Si 1.3655 6.8349 12.2855
Si 4.1067 9.5417 12.1801
Si 6.8197 1.3959 12.288
Si 9.5147 4.1313 12.2213
Si 6.8445 6.8323 12.1886
Si 9.5396 9.5482 12.2777
Si 0.0001 2.7201 13.4811
Si 2.6927 0.0183 13.4478
Si -0.0046 8.1909 13.6706
Si 2.7566 5.4738 13.6204
Si 5.4633 2.7891 13.6372
Si 8.1884 0.0272 13.6535
Si 5.5125 8.2092 13.5186
Si 8.1773 5.5151 13.6026
Si 1.3413 4.0514 14.8521
Si 4.015 1.3654 14.8117
Si 1.393 9.6083 14.9204
Si 4.1793 6.873 14.8961
Si 6.8199 4.1889 15.0095
Si 9.5716 1.4242 14.9494
Si 6.8245 9.5325 14.9887
Si 9.5046 6.8542 15.0663
Si 0.2706 0.2946 16.2685
Si 2.472 2.4824 16.1702
Si -0.1979 5.1633 16.1994
Si 3.0404 8.476 16.1366
Si 5.1561 -0.1704 16.1211
Si 8.4383 3.0253 16.2465
Si 5.699 5.8073 16.3488
Si 7.9366 8.025 16.4535
Si 3.7024 -15.2516 28.9509
Si 2.1537 -2.3751 30.6011
Si 17.5405 1.0044 21.142
Si 2.4525 22.1284 24.2234
Si -4.2055 -1.6937 31.6787
Si 1.9819 5.743 23.3565
Si -6.6324 14.8085 18.4051
Si 14.0946 11.1565 29.5588
Si -19.7338 1.4286 26.9855
Si -15.7438 -3.0857 27.6952
Si 10.9768 3.952 22.0631
Si 12.0344 3.7096 31.4631
Si 6.3326 6.4217 30.1442
Si -16.4294 24.1689 29.5621
Si 26.2002 4.5519 24.0014
Si 2.7182 -6.9845 28.7562
Si -14.1937 -11.7529 29.0277
Si 29.3457 -2.9903 25.15
Si 6.2885 24.3653 24.8072
Si 10.0804 9.6947 21.6613
Si -11.8213 9.2803 18.4837
Si -14.289 23.6332 27.4815
Si -4.1477 -6.8882 31.6907
Si -3.5526 19.9578 22.5592
Si 6.4791 12.6182 18.3149
Si 2.24 5.202 20.4562
Si 20.9557 41.9621 26.1437
Si 23.0342 6.9919 18.2282
Si -0.3457 9.624 29.1132
Si 12.1393 -2.1241 23.7576
Si -6.3834 1.8905 22.6846
Si -22.0262 12.1957 23.2583
Si -11.8894 23.1985 26.0354
Si 6.6308 6.3116 22.9396
Si 22.3699 0.9321 30.8862
Si 18.7428 3.6631 22.4632
O 5.5736 9.9776 -1.0941
O -15.7316 -8.1494 -2.6803
O -2.022 8.2045 -7.5745
O 0.3534 4.9114 -1.4234
O -9.0371 6.5283 -14.0092
O -27.9533 0.8869 -4.0895
O 0.4726 12.2713 -6.9791
O 2.387 14.1515 -1.2312
O 4.3297 3.4999 -10.9069
O 4.0894 3.3478 -4.2848
O 13.4902 9.6323 -9.5515
O 17.7652 17.6879 -4.9841
O 4.0856 6.7416 -0.3789
O 41.6417 9.2172 -4.4234
O 9.5286 6.7391 -0.4776
O 7.7646 13.2531 -16.0715
O 7.0156 0.8898 19.5863
O 10.8941 -1.5774 27.5565
O -1.0963 1.952 24.4934
O -16.1205 4.6881 32.6544
O -7.7403 11.9971 23.001
O -4.0771 17.7887 16.9053
O 14.9884 -1.2897 16.699
O 0.5828 -1.7712 22.298
O 0.1369 13.3341 31.2434
O 18.1183 -1.7161 24.1877
O 13.6182 5.6948 21.9173
O 7.699 6.6117 24.1546
O 4.914 5.2004 17.6554
O 13.3433 7.7034 17.4385
O -2.3367 8.758 17.8135
O 1.3831 1.3999 16.7644
O -3.9824 10.4598 21.8636
O 3.0164 16.2325 28.0969
O -14.5417 16.0965 30.7211
O -8.6179 -7.9739 27.5723
O 0.3686 -0.0147 32.1972
O 20.7302 0.3057 22.2733
O -4.4092 -1.6009 28.1208
O 24.3291 33.0091 28.0782
O 17.9771 5.0404 22.0417
O -12.3708 1.3307 33.371
O -14.2855 3.3724 24.032
O 0.6777 5.6894 17.4754
O 0.49 2.428 22.3894
O -16.9651 5.9113 29.9682
O 16.4884 12.3945 23.8215
O -11.2766 21.4164 17.6155
O -1.5119 -6.8903 22.0694
O 9.3836 10.7627 25.987
O -6.4403 7.5795 27.9738
O -1.3173 -6.7882 16.7692
O -9.163 7.2433 23.7996
O 2.2684 -2.5194 32.2142
O 26.986 -4.9902 23.5876
O 22.6429 11.3708 24.0411
O 41.623 13.2506 26.998
O 40.1309 13.1832 21.6986
O -5.4313 13.7887 18.7824
O 7.9877 -18.3783 32.5018
O 22.3579 4.9487 23.2394
O -4.3872 7.7248 22.1242
O 21.9516 19.8242 24.9489
O -21.9533 22.0725 29.6008
O -5.7013 -7.1505 25.1899
O 7.8225 11.4231 28.3181
O -4.6577 -14.0226 31.081
O -12.8949 8.7573 22.1901
O 0.8673 4.3373 20.6929
O 2.8594 22.8359 25.6269
O 6.6953 -9.1743 26.0853
O -9.2125 4.1175 29.9888
O 15.9595 34.0255 21.2806
O -10.2546 -2.0704 30.1208
O -15.2851 13.5865 28.4429
O 20.8371 9.7398 20.0467
O 3.2013 3.1796 17.4425
O 13.8246 4.9939 24.4339
O 7.0263 10.2437 30.5179
O -13.7782 -2.0253 32.551
O -8.7032 -9.832 30.5503
O 24.3257 7.1524 29.8659
O -16.0448 11.5518 17.3854
O 14.3173 4.39 19.7205
O 3.2167 9.6323 30.0842
O 4.069 12.1941 33.1971
O 6.3385 7.5714 26.1459
O -10.8236 8.0321 18.4153

Results
free energy: -139742.038 eV
free energy less fixed offsets of O -570.45, Si -639.56 eV per atom: -4.038 eV

Forces (eV/angstrom), in the order of the atoms: element, x, y, z
Si -0.0095 0.0024 0.0636
Si 0.0049 -0.0082 0.0522
Si -0.0064 0.0093 0.052
Si 0.0098 -0.0078 0.0655
Si -0.0031 0.0124 0.0514
Si 0.0017 -0.0084 0.0471
Si -0.003 0.0066 0.0482
Si 0.0072 -0.013 0.0489
Si 0.0006 0.001 -0.006
Si -0.0012 0.0007 -0.0004
Si -0.0007 -0.0005 -0.0042
Si -0.0013 0.0016 -0.0026
Si -0.0003 -0.0004 -0.0016
Si 0.0006 -0.0004 -0.0026
Si 0 0.0006 -0.0057
Si 0.0004 -0.0019 -0.0016
Si -0.0013 0.001 -0.0006
Si 0.0011 0 -0.0004
Si -0.0002 0.0005 0.0002
Si 0.001 -0.0005 -0.0008
Si -0.0015 -0.0015 -0.0008
Si 0.0007 0.0019 -0.0012
Si -0.0008 -0.0007 0.0005
Si 0.0017 0.001 0.0003
Si 0.0001 0.0005 -0.0007
Si 0.0009 0.0004 -0.0007
Si 0 -0.0003 -0.0004
Si 0 0.0001 -0.0001
Si -0.0001 0 0.0011
Si -0.0005 0 0.0002
Si 0.0004 0.0004 -0.0003
Si -0.0002 0.0001 -0.0006
Si -0.0004 0.0003 -0.0001
Si 0.0003 0.0002 -0.0006
Si -0.0003 0.0003 -0.0004
Si -0.0003 0.0005 -0.0001
Si -0.0001 0.0005 0
Si 0.0001 0.0003 0.0003
Si 0.0003 0.0005 0.0005
Si 0.0006 0.0004 0.0002
Si 0.0001 0.0005 -0.0008
Si 0.0003 0.0006 -0.0004
Si 0.0001 0.0007 -0.0006
Si -0.0002 0.0009 -0.0007
Si 0.0004 0.0009 -0.0005
Si 0.0001 0.0007 -0.0004
Si 0.0001 0.0004 -0.0008
Si 0 0.0005 -0.0004
Si 0.0004 0.0006 -0.0003
Si 0.0003 0.0008 -0.0003
Si 0.0001 0.0006 -0.0008
Si 0.0004 0.0004 -0.0005
Si 0 0.0008 -0.0006
Si 0.0002 0.0006 -0.0005
Si 0.0004 0.0006 -0.0003
Si 0.0003 0.0007 -0.0003
Si -0.0001 0.0003 -0.0007
Si -0.0001 0.0004 -0.0002
Si 0.0002 0.0012 -0.0006
Si 0.0001 0.0009 -0.0004
Si 0.0005 0.0009 -0.0005
Si 0 0.001 -0.0005
Si -0.0002 0.0002 -0.0005
Si -0.0001 0.0004 -0.0004
Si -0.0004 0.0002 -0.0014
Si 0.0003 0.0002 -0.0007
Si 0.0003 0.0004 0.0003
Si -0.0002 0.0004 0.0002
Si 0.0001 0.0004 0.0004
Si -0.0007 0.0004 0.0002
Si -0.0004 -0.0002 -0.0002
Si 0.0002 0 0
Si -0.0003 0.0008 -0.0007
Si 0 -0.0001 -0.0017
Si 0 0.0004 0.0006
Si 0.0001 0.0008 0.0007
Si 0.0001 0.0001 0.0006
Si 0 0.0005 -0.0017
Si -0.0004 -0.0001 0
Si 0.0002 0.0005 -0.0003
Si -0.0003 0.0005 0.0011
Si -0.0008 0 -0.0003
Si -0.0007 -0.0005 0.0023
Si 0 0.0004 0
Si 0.0002 0.0012 -0.0002
Si -0.0004 0.0001 0.0001
Si 0.0001 0.0004 -0.0006
Si 0.0001 0.0005 0.0005
Si -0.0002 -0.0014 -0.0034
Si -0.0017 0.0004 -0.0022
Si 0.0006 0.0017 -0.0029
Si 0.0009 0.0007 -0.0016
Si 0.0005 0.0023 -0.0045
Si 0.0009 0.0008 -0.0054
Si -0.0002 -0.0007 -0.0018
Si -0.0023 -0.0005 -0.0028
Si -0.0111 -0.0097 0.0539
Si 0.0108 0.0111 0.0506
Si 0.0117 0.0075 0.0509
Si -0.008 -0.0108 0.0479
Si 0.0089 0.0145 0.0513
Si -0.0105 -0.0094 0.0515
Si -0.011 -0.0077 0.0523
Si 0.0092 0.0122 0.0569
Si -0.0087 -0.0027 0.1057
Si 0.0064 -0.004 0.1302
Si -0.0119 0.0032 0.1596
Si 0.0047 0.0123 0.1281
Si -0.0003 0.0028 0.1277
Si -0.0002 0.0158 0.122
Si -0.0046 -0.0024 0.1329
Si -0.0016 -0.0084 0.1199
Si 0.0187 0.0143 0.165
Si -0.0145 -0.002 0.1513
Si -0.0202 -0.0291 0.1152
Si -0.0066 0.0138 0.1262
Si 0.0105 -0.006 0.1203
Si -0.0069 0.0039 0.1234
Si 0.0135 -0.0078 0.0993
Si -0.0074 0.018 0.1302
Si -0.0071 -0.0131 0.1276
Si -0.015 -0.0028 0.159
Si 0.0105 -0.0264 0.1426
Si 0.0115 0.0041 0.171
Si 0.0099 0.0064 0.1503
Si -0.0149 -0.0114 0.1601
Si 0.0135 0.0045 0.1189
Si -0.0117 -0.0218 0.1223
Si 0.0016 -0.0087 0.1431
Si -0.0241 -0.0151 0.1569
Si 0.0039 0.0172 0.1534
Si -0.0009 -0.0017 0.125
Si 0.0141 0.0155 0.1398
Si -0.0051 0.0178 0.1296
Si -0.0209 -0.0036 0.1168
Si 0.0046 0.0022 0.1312
Si 0.0036 -0.0081 0.1422
Si 0.0057 0.0056 0.1058
Si -0.0121 0.0082 0.1268
Si -0.0121 0.0131 0.109
O 0.0235 -0.0274 -0.0645
O -0.0215 -0.0237 -0.0771
O -0.0143 -0.0089 -0.0594
O 0.02 -0.0259 -0.0627
O -0.0172 0.0335 -0.0869
O -0.0001 0.0019 -0.0382
O -0.0305 -0.0018 -0.0608
O -0.0249 0.0146 -0.0669
O -0.0052 -0.0156 -0.0518
O -0.0082 0.0011 -0.0474
O -0.0065 -0.0117 -0.0398
O -0.0019 0.0202 -0.078
O -0.0019 0.0025 -0.0309
O 0.0038 -0.0004 -0.0441
O -0.0015 0.0014 -0.0267
O 0.0268 0.0216 -0.0658
O -0.0011 0.0153 -0.1127
O -0.0143 -0.0087 -0.1118
O 0.0118 0.0032 -0.0989
O 0.0198 -0.0206 -0.0625
O 0.0278 0.0172 -0.0569
O -0.0002 -0.0001 -0.0283
O 0 -0.0004 -0.0243
O -0.0287 0.008 -0.0784
O 0.001 -0.0149 -0.045
O -0.0018 0.0187 -0.0893
O 0.0025 -0.0086 -0.1041
O -0.0142 -0.0207 -0.0735
O 0.0236 0.0272 -0.0641
O 0.0249 0.0217 -0.0611
O -0.0265 -0.0201 -0.0675
O -0.0002 0.0013 -0.0255
O -0.0058 0.0342 -0.0583
O -0.002 -0.004 -0.0469
O -0.0052 0.0228 -0.055
O -0.0166 -0.0367 -0.0755
O 0.0157 0.0108 -0.0884
O -0.0089 -0.027 -0.0629
O -0.0103 -0.0149 -0.0595
O -0.023 0.0218 -0.0915
O 0.0058 -0.0135 -0.045
O 0.0039 -0.0033 -0.0289
O 0.0189 0.0171 -0.0764
O -0.0247 -0.0215 -0.0623
O 0.0006 0.0344 -0.0479
O -0.0204 0.0074 -0.0465
O -0.0177 -0.0062 -0.0709
O 0.0171 0.0283 -0.0711
O 0.0137 0.0028 -0.0368
O 0.0006 0.0053 -0.0525
O 0.0202 0.0157 -0.0531
O -0.0007 0.0012 -0.0261
O 0.0044 -0.0271 -0.0439
O -0.0157 0.0148 -0.1003
O 0.0064 0.0046 -0.0403
O -0.0218 0.0057 -0.0566
O 0.0184 -0.0075 -0.0606
O -0.0151 -0.0323 -0.0611
O -0.0045 0.0067 -0.0523
O -0.0239 0.0205 -0.0592
O -0.0066 -0.0119 -0.0545
O -0.0043 0.0084 -0.049
O 0.0413 -0.0159 -0.0917
O -0.0147 -0.0254 -0.0652
O -0.0114 0.0102 -0.0578
O 0.0043 0.036 -0.0642
O -0.0055 -0.0275 -0.0604
O 0.0254 0.01 -0.0542
O 0.0292 0.0187 -0.0715
O 0.0075 -0.0255 -0.1066
O -0.0224 0.0204 -0.1065
O 0.0312 0.0004 -0.0884
O 0.0244 -0.0109 -0.0688
O -0.0271 0.0098 -0.0565
O 0.0362 -0.0087 -0.0798
O -0.0045 -0.0126 -0.1343
O -0.0273 -0.0236 -0.0701
O -0.0117 0.0069 -0.0517
O 0.0176 0.014 -0.0885
O -0.0261 0.0198 -0.0636
O 0.0263 -0.0129 -0.0543
O 0.0153 -0.0178 -0.053
O -0.0237 -0.0298 -0.0708
O 0.0353 -0.0159 -0.0833
O 0.0061 0.018 -0.0435
O -0.0015 0.0009 -0.0302
O 0.0364 0.0001 -0.1063
O 0.0083 -0.0036 -0.0495

The program warned: the cutoff lies below the one the program advises for these potential files; the forces do not sum to zero within the program's tolerance; empty levels may hold ghost states of the PAW files; the exchange-correlation potential is rough where the density is thin.
